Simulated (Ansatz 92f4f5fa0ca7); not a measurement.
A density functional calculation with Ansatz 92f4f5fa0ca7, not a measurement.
Periodic cell of 218 atoms, Si128O86As4, from a study of silicon, its oxide and their interface. The atomic structure is a simulated model.

Settings
functional: PBE
potential files: Ansatz PAW
basis: plane waves
wave-function cutoff: 700 eV
density cutoff ratio: 5
exchange-correlation grid ratio: 1
k mesh: 2 x 2 x 1, shifted by 0.5 0.5 0.5 of a step
self-consistency stop: 5e-08 eV per atom in the density residual
occupations: fixed
spin: none
net charge: 0

Cell vectors (angstrom)
a, 10.938, 0, 0
b, 0, 10.938, 0
c, 0, 0, 31.9185

Atoms: element, x, y, z (angstrom)
As, 10.8519, 0.1636, 24.1962
As, 5.3431, 0.0931, 24.1946
Si, 2.9998, 2.5145, 24.3844
Si, 8.4243, 2.4777, 24.5353
Si, 10.6582, 5.502, 24.6357
Si, 5.3837, 5.8479, 24.3261
Si, 2.9851, 7.9691, 24.4537
Si, 8.6632, 7.969, 24.4239
Si, 1.3573, 1.4124, 25.7408
Si, 6.7916, 1.3051, 25.771
Si, 4.2132, 4.1383, 25.633
Si, 9.4647, 4.0465, 25.9674
Si, 1.421, 6.7455, 25.752
Si, 6.8967, 6.9641, 25.7311
Si, 4.1036, 9.61, 25.7704
Si, 9.6945, 9.6108, 25.7731
Si, 2.701, 0.0122, 27.1226
Si, 8.2095, -0.0431, 27.122
Si, 0.0202, 2.7291, 27.1803
Si, 5.4877, 2.7495, 27.1065
Si, 2.7933, 5.4035, 27.1074
Si, 8.1244, 5.5138, 27.1759
Si, 0.0714, 8.1746, 27.1263
Si, 5.4832, 8.2492, 27.1326
Si, 4.1018, 1.3673, 28.5002
Si, 9.5708, 1.3673, 28.5002
Si, 1.3673, 4.1018, 28.5002
Si, 6.8362, 4.1018, 28.5002
Si, 4.1018, 6.8362, 28.5002
Si, 9.5708, 6.8362, 28.5002
Si, 1.3673, 9.5708, 28.5002
Si, 6.8362, 9.5708, 28.5002
Si, 0, 0, 29.8675
Si, 5.469, 0, 29.8675
Si, 2.7345, 2.7345, 29.8675
Si, 8.2035, 2.7345, 29.8675
Si, 0, 5.469, 29.8675
Si, 5.469, 5.469, 29.8675
Si, 2.7345, 8.2035, 29.8675
Si, 8.2035, 8.2035, 29.8675
Si, 1.3673, 1.3673, 31.2347
Si, 6.8362, 1.3673, 31.2347
Si, 4.1018, 4.1018, 31.2347
Si, 9.5708, 4.1018, 31.2347
Si, 1.3673, 6.8362, 31.2347
Si, 6.8362, 6.8362, 31.2347
Si, 4.1018, 9.5708, 31.2347
Si, 9.5708, 9.5708, 31.2347
Si, 2.7345, 0, 0.6835
Si, 8.2035, 0, 0.6835
Si, 0, 2.7345, 0.6835
Si, 5.469, 2.7345, 0.6835
Si, 2.7345, 5.469, 0.6835
Si, 8.2035, 5.469, 0.6835
Si, 0, 8.2035, 0.6835
Si, 5.469, 8.2035, 0.6835
Si, 4.1018, 1.3673, 2.0507
Si, 9.5708, 1.3673, 2.0507
Si, 1.3673, 4.1018, 2.0507
Si, 6.8362, 4.1018, 2.0507
Si, 4.1018, 6.8362, 2.0507
Si, 9.5708, 6.8362, 2.0507
Si, 1.3673, 9.5708, 2.0507
Si, 6.8362, 9.5708, 2.0507
Si, 0, 0, 3.418
Si, 5.469, 0, 3.418
Si, 2.7345, 2.7345, 3.418
Si, 8.2035, 2.7345, 3.418
Si, 0, 5.469, 3.418
Si, 5.469, 5.469, 3.418
Si, 2.7345, 8.2035, 3.418
Si, 8.2035, 8.2035, 3.418
Si, 1.3771, 1.3406, 4.7698
Si, 6.8298, 1.3695, 4.8213
Si, 4.1274, 4.0804, 4.7318
Si, 9.5338, 4.114, 4.8112
Si, 1.3381, 6.8647, 4.7749
Si, 6.8366, 6.8352, 4.7817
Si, 4.095, 9.5864, 4.8312
Si, 9.5687, 9.5583, 4.7433
Si, 2.7007, -0.0084, 6.2328
Si, 8.2264, -0.0476, 6.1236
Si, -0.0623, 2.6548, 6.0909
Si, 5.4388, 2.7384, 6.1915
Si, 2.7463, 5.4665, 6.0166
Si, 8.162, 5.4772, 6.2187
Si, -0.07, 8.1947, 6.1546
Si, 5.5062, 8.2183, 6.1646
Si, 3.7732, 1.6865, 7.5109
As, 9.6285, 1.2425, 7.676
Si, 1.5339, 3.9105, 7.2785
Si, 6.5168, 4.3732, 7.5239
Si, 4.2648, 6.6077, 7.4169
Si, 9.2773, 7.0917, 7.5412
Si, 1.0242, 9.7946, 7.4769
As, 6.947, 9.4955, 7.6987
O, 9.5248, 1.4113, 23.9305
O, 4.1644, 6.9148, 23.8877
O, 5.3712, 5.4925, 7.9407
O, -0.018, -0.008, 8.0636
O, 8.1985, 8.2066, 8.0987
O, 2.6313, 2.8223, 7.8459
O, 4.0356, 1.347, 23.8559
O, 9.6616, 6.6936, 24.0602
O, 7.0827, 3.7692, 8.9594
O, 1.5819, 9.0145, 8.8142
O, 4.3134, 1.2706, 9.0082
O, 9.9087, 6.4193, 8.9161
O, 0.9499, 4.6784, 8.5878
O, 3.4899, 7.1503, 8.757
O, 2.1169, 8.7246, 23.2373
O, 7.7826, 3.2597, 23.2471
O, 2.3634, 3.1798, 22.9939
O, 0.0646, 4.4467, 23.4072
O, 8.3652, 8.6155, 22.9436
O, 6.3093, 5.4629, 22.9878
Si, 7.6252, 10.1494, 14.4588
Si, 1.1469, 3.2276, 16.6389
Si, 5.562, 3.0607, 19.8782
Si, 0.1903, 5.6228, 9.6541
Si, 5.3023, 8.178, 13.776
Si, 1.0659, 7.5492, 15.0518
Si, 1.2, 10.4286, 13.6967
Si, 1.3453, 6.3242, 20.4997
Si, 9.7034, 3.6999, 11.8597
Si, 9.4958, 1.0861, 13.2711
Si, 6.7851, 3.6527, 10.5624
Si, 2.9999, 3.4518, 12.5691
Si, 5.7724, 4.3031, 15.406
Si, 8.2598, 5.4421, 16.9168
Si, 0.3566, 2.9788, 19.454
Si, 9.5596, 10.031, 19.0908
Si, 2.306, 8.9936, 21.6351
Si, 8.4019, 2.0401, 18.6611
Si, 5.6029, 1.102, 16.0127
Si, 9.352, 2.719, 16.0108
Si, 3.4696, 9.8428, 11.8859
Si, 1.2409, 4.144, 22.3273
Si, 4.4577, 1.5759, 10.606
Si, 5.1472, 8.6403, 20.4144
Si, 9.0419, 5.7759, 20.0744
Si, 4.4901, 0.355, 18.8775
Si, 2.9374, 1.5267, 15.0838
Si, 4.1548, 5.9337, 19.1018
Si, 0.5454, 4.7924, 13.885
Si, 9.3132, 8.3338, 16.4341
Si, 5.4484, 5.3127, 12.6129
Si, 7.1161, 4.2689, 22.1743
Si, 2.3453, 7.8628, 9.6708
Si, 8.127, 8.5525, 21.3373
Si, 1.5143, 10.9576, 19.5559
Si, 3.9397, 6.5498, 16.0306
O, 8.7184, 0.4826, 18.9578
O, -0.1211, 2.2044, 16.524
O, 2.8986, -0.0305, 18.6739
O, 1.8009, 10.4545, 21.0969
O, 8.8262, 9.4219, 15.3145
O, 3.9118, 4.7877, 12.6142
O, 5.7481, 2.7003, 15.6859
O, 0.6352, 3.5385, 20.9508
O, 3.137, 8.6149, 10.8733
O, 8.3209, 4.7346, 21.1432
O, 0.2505, 10.1315, 18.9269
O, 1.6906, 0.5387, 14.8327
O, 6.2654, 4.5872, 13.8564
O, 2.5417, 5.9098, 19.4512
O, 5.3542, 0.8165, 17.5855
O, 1.3395, 8.9051, 14.2161
O, 9.6739, 2.913, 19.2336
O, 5.1504, 9.8576, 19.3164
O, 4.2911, 5.0207, 15.5239
O, 3.9101, 8.8966, 21.4299
O, 4.6209, 1.6983, 19.8517
O, 6.545, 8.8583, 21.1915
O, 0.9692, 4.2846, 15.394
O, 5.0024, 7.0689, 19.9472
O, 6.7348, 4.9935, 16.537
O, -0.3155, -0.0693, 13.3977
O, 9.9865, 4.4316, 13.3108
O, 5.4842, 6.922, 12.7631
O, 9.1119, 8.9697, 17.9296
O, 1.0515, 3.8008, 18.1839
O, 4.8809, 7.6422, 15.2613
O, 9.9888, 2.0733, 12.0514
O, 1.429, 7.9297, 20.753
O, 7.006, 2.6571, 19.2106
O, 10.869, 7.8966, 16.1736
O, 6.7109, 8.9637, 13.8546
O, 6.8157, 0.1868, 15.4777
O, 8.1516, 11.0763, 13.2018
O, 1.8131, 5.6172, 21.9084
O, 4.4239, 0.0928, 11.2932
O, 4.1814, 9.1903, 13.1907
O, 8.4468, 6.9524, 16.3383
O, 5.9221, 3.4534, 21.413
O, 0.6244, 6.4171, 13.954
O, 2.078, 10.566, 12.3354
O, 9.1764, 2.0811, 14.5391
O, 8.2444, 2.1339, 17.0379
O, 4.233, 0.5867, 15.3026
O, 1.4928, 4.0429, 12.7665
O, 9.235, 4.361, 16.1397
O, 4.8114, 4.4096, 19.2368
O, 1.2733, 6.734, 10.2237
O, 9.1515, 9.5896, 20.6112
O, 6.0204, 4.9736, 11.1299
O, 10.5317, 4.5843, 10.7617
O, 4.2719, 6.5412, 17.6052
O, 3.3048, 2.4717, 13.8209
O, 8.1588, 3.6585, 11.4019
O, 8.5516, 5.4553, 18.5356
O, 2.3895, 6.9806, 15.8101
O, 10.7132, 5.9312, 20.0796
O, 2.5544, 2.4304, 16.4058
O, 3.2776, 2.5769, 11.2012
O, 8.4148, 7.1692, 20.5692
O, 5.9107, 2.2959, 10.8721
O, 1.0503, 1.5439, 19.5257

Results
free energy: -149720.640 eV
free energy less fixed offsets of As -4857.07, O -569.03, Si -635.61 eV per atom: 2.300 eV

Forces (eV/angstrom), in the order of the atoms: element, x, y, z
As, -0.0167, 0.011, 0.0366
As, -0.0144, 0.008, 0.0311
Si, -0.001, -0.0175, -0.0467
Si, 0.0212, 0.0105, -0.0222
Si, -0.0157, -0.0154, -0.025
Si, -0.0062, 0.0205, -0.0331
Si, 0.0081, 0.003, -0.0196
Si, 0.0076, -0.0155, -0.0339
Si, -0.0124, -0.0212, -0.0176
Si, -0.0093, 0.0027, -0.0051
Si, -0.008, 0.0136, -0.0059
Si, 0.0026, -0.0219, -0.0151
Si, -0.0161, 0.0137, -0.0081
Si, 0.013, -0.0047, 0
Si, 0.0149, -0.0009, -0.0252
Si, -0.0093, 0.0114, -0.001
Si, 0.0075, 0.0052, -0.0116
Si, -0.0071, 0.0148, -0.0169
Si, -0.0055, -0.0151, -0.0027
Si, -0.0316, 0.0109, 0.0082
Si, 0.0106, 0.0112, 0.0142
Si, 0.0042, 0.0206, 0.0002
Si, -0.0027, -0.0015, -0.0225
Si, 0.0016, -0.0245, -0.0127
Si, -0.0425, 0.1702, -0.2802
Si, -0.0362, -0.2283, -0.0129
Si, 0.3542, -0.0119, 0.1403
Si, -0.3069, 0.0206, 0.2716
Si, 0.1, -0.0629, -0.2866
Si, 0.0372, 0.1275, -0.1019
Si, 0.1195, -0.0511, 0.1282
Si, 0.1244, 0.0307, 0.2526
Si, -0.0949, -0.0636, 0.0103
Si, 0.0753, 0.018, -0.0317
Si, -0.0358, 0.0378, 0.0222
Si, 0.0207, 0.0317, -0.0438
Si, 0.0416, 0.025, -0.0425
Si, -0.0201, -0.0655, 0.0407
Si, 0.011, 0.0642, -0.0329
Si, 0.0169, 0.053, 0.0134
Si, 0.048, 0.0015, -0.004
Si, -0.035, 0.0235, -0.0046
Si, -0.0156, 0.0122, 0.0166
Si, 0.0102, -0.0181, -0.0083
Si, -0.016, 0.0022, -0.0049
Si, 0.0213, -0.0469, 0.0018
Si, -0.0075, -0.0344, -0.0064
Si, 0.0138, -0.0082, 0.0157
Si, -0.0093, -0.0282, -0.0045
Si, -0.0052, 0.0103, 0.0022
Si, -0.0167, 0.0181, -0.0026
Si, 0.0167, 0.0285, 0.0031
Si, -0.0232, -0.0054, 0.001
Si, 0.0136, -0.0081, -0.0027
Si, 0.0209, -0.0143, 0.006
Si, -0.0063, 0.0538, -0.0051
Si, -0.0383, 0.0114, -0.0194
Si, 0.0293, -0.0058, 0.0393
Si, -0.0053, -0.0294, 0.0404
Si, -0.0152, 0.0111, -0.0249
Si, 0.0149, -0.0269, 0.0337
Si, -0.0307, -0.0351, -0.0187
Si, 0.0156, 0.0306, -0.0264
Si, -0.0006, -0.0617, 0.0282
Si, 0.0811, -0.0659, -0.2342
Si, -0.0735, 0.0098, 0.2816
Si, -0.0349, -0.1548, -0.2098
Si, -0.136, 0.0506, 0.1856
Si, -0.1653, -0.0325, 0.1468
Si, 0.1692, 0.0439, -0.2482
Si, -0.0003, 0.196, 0.173
Si, -0.1408, -0.1008, -0.226
Si, 0.0204, -0.0214, 0.0105
Si, -0.0147, 0.0123, 0.012
Si, 0.0087, -0.006, 0.0111
Si, -0.0102, 0.0051, -0.0031
Si, -0.0013, 0.0032, -0.0079
Si, 0.0178, -0.0164, 0.0083
Si, -0.0021, 0.0117, -0.0072
Si, 0.0273, -0.0219, 0.0121
Si, 0.0022, 0.0083, -0.013
Si, -0.0077, 0.005, 0.0234
Si, -0.0054, 0.0029, 0.0147
Si, 0.0114, 0.0017, -0.0072
Si, 0.0016, 0.0112, 0.0003
Si, 0.001, 0.0021, -0.019
Si, -0.0094, -0.0005, -0.002
Si, -0.0061, -0.0007, 0.0144
Si, -0.0164, 0.0235, 0.041
As, 0.0147, -0.0235, -0.0034
Si, 0.0158, -0.0057, 0.0694
Si, -0.0199, 0.0139, 0.0386
Si, 0.004, -0.0177, 0.0541
Si, -0.0095, 0.0241, 0.0537
Si, -0.0197, 0.0126, 0.0463
As, 0.0245, -0.0051, -0.0055
O, 0.0048, 0.0005, -0.0157
O, 0.0155, -0.0142, -0.0302
O, -0.0001, 0.0012, 0.0207
O, 0.0062, -0.0099, 0.0063
O, 0.0101, -0.0164, 0.0052
O, -0.0075, 0.0035, 0.0131
O, 0.0036, 0.014, -0.0237
O, 0.0041, -0.0049, -0.0238
O, -0.0213, 0.0099, 0.0046
O, 0.0039, -0.0029, -0.0106
O, -0.0049, 0.0124, 0.0004
O, 0.0151, -0.0003, -0.0175
O, -0.0062, 0.0052, -0.0101
O, -0.006, 0.0014, -0.0105
O, 0.0109, -0.0142, -0.0107
O, 0.0029, 0.0013, -0.0045
O, -0.0139, 0.0027, 0.0148
O, 0.0379, 0.033, -0.0142
O, 0.0036, -0.0197, -0.0006
O, -0.0204, -0.02, 0.011
Si, 0.0002, 0.0004, -0.0034
Si, 0.0056, 0.0001, 0.0041
Si, -0.0006, 0.0033, 0.0041
Si, 0.0074, -0.0128, -0.0095
Si, 0.0029, 0.0028, -0.0012
Si, -0.0005, -0.0003, 0.001
Si, -0.0032, 0.001, -0.0023
Si, -0.0003, -0.0041, 0.0029
Si, 0.0017, 0.0003, -0.0001
Si, -0.0053, -0.0035, -0.0039
Si, -0.0012, 0.0021, 0
Si, -0.0017, -0.0015, -0.005
Si, -0.0013, 0.0001, -0.0005
Si, 0.0002, 0.0026, 0.005
Si, 0.0022, 0.0071, 0.0029
Si, -0.0014, -0.0034, -0.0003
Si, -0.0025, -0.0033, 0.0078
Si, -0.0031, 0.0024, 0.0016
Si, -0.0011, -0.0015, 0.0002
Si, -0.002, -0.0019, -0.0005
Si, -0.0005, -0.0009, -0.0013
Si, -0.0037, 0.011, 0.0146
Si, -0.0007, -0.0003, -0.0019
Si, 0.0037, 0.0087, 0.0083
Si, -0.0008, -0.0012, 0.0005
Si, -0.0033, 0.0013, -0.0036
Si, 0.0017, 0.0033, 0.0038
Si, -0.0027, 0.0058, -0.0006
Si, -0.0016, 0.0037, -0.0017
Si, -0.0015, 0.0018, 0.002
Si, 0.0024, 0.0037, -0.005
Si, -0.0017, 0.0005, 0.0016
Si, 0.0055, -0.003, -0.0013
Si, -0.002, 0.0031, 0.0066
Si, 0.0029, -0.003, -0.0023
Si, 0.0005, 0.0025, 0.0018
O, 0.0069, 0.0094, -0.0114
O, -0.0056, 0.0252, -0.0025
O, -0.0013, 0.0041, 0.0208
O, 0.0011, -0.0073, -0.0224
O, -0.0099, -0.0088, 0.0137
O, 0.0163, -0.0176, -0.0012
O, -0.006, -0.003, -0.0009
O, -0.0017, 0.0155, 0.0106
O, -0.0129, 0.01, -0.0024
O, -0.0227, -0.0079, 0.0006
O, -0.0052, 0.004, 0.0193
O, 0.0189, -0.0017, -0.0182
O, -0.0277, 0.0112, 0.0031
O, 0.0193, 0.0162, 0.0076
O, 0.0061, -0.0007, -0.0141
O, -0.0091, 0.0076, 0.0072
O, 0.0081, -0.0254, -0.0068
O, -0.0132, -0.004, 0.0163
O, 0.0204, 0.0104, 0.0104
O, -0.0038, 0.0056, -0.0187
O, 0.0125, 0.0128, -0.0093
O, -0.0021, -0.0056, -0.0058
O, 0.0014, -0.0084, -0.0099
O, -0.005, -0.0086, -0.0079
O, -0.0006, -0.0084, -0.0176
O, 0.0243, -0.0008, -0.0068
O, 0.0057, -0.0098, -0.0246
O, -0.0058, -0.0052, 0.0258
O, 0.0048, 0.0066, -0.0089
O, -0.0153, -0.0281, 0.0039
O, -0.0132, -0.0145, -0.0163
O, 0.0062, 0.01, 0.0281
O, 0.0162, -0.0041, 0.0122
O, 0.0019, 0.0017, 0.0119
O, -0.0082, 0.0022, -0.016
O, -0.0102, 0.008, 0.0118
O, -0.0062, -0.0035, -0.0153
O, -0.0148, -0.0072, 0.0269
O, -0.0147, -0.0122, -0.0177
O, -0.0124, 0.0062, 0.006
O, 0.0081, -0.0013, -0.0085
O, 0.013, 0.0012, 0.0111
O, 0.0131, 0.0048, -0.0129
O, 0.0045, 0.0008, 0.0223
O, 0.008, -0.0163, 0.0193
O, 0.001, 0, 0.0096
O, 0.0296, 0.0138, -0.0002
O, -0.0008, 0.0165, 0.003
O, 0.0035, -0.0042, 0.0198
O, -0.0144, -0.0033, 0.0178
O, -0.0077, 0.0038, 0.021
O, 0, 0.0023, -0.0237
O, -0.0006, -0.0084, -0.0005
O, -0.0049, -0.0171, 0.0075
O, -0.0084, 0.014, -0.0048
O, -0.0092, -0.009, -0.0115
O, -0.0128, 0.0104, 0
O, -0.0034, 0.004, -0.0135
O, 0.0038, 0.012, -0.0023
O, 0.0007, 0.0041, -0.0107
O, -0.0007, 0.0044, 0.0092
O, -0.0179, 0.0057, -0.023
O, 0.0263, -0.0008, 0.0187
O, 0.0071, -0.0052, -0.0084
O, -0.0135, 0.0202, -0.0119
O, -0.0059, 0.0008, -0.0044

The program warned: the cutoff lies below the one the program advises for these potential files; the forces do not sum to zero within the program's tolerance; the exchange-correlation potential is rough where the density is thin.
